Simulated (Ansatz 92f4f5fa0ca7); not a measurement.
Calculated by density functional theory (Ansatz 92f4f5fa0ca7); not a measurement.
Periodic cell of 234 atoms, Si146O88, from a study of silicon, its oxide and their interface. The atomic structure is a simulated model.
Doubt: the cutoff is far below the 930 eV that the study's wrapper takes by default for these files, so forces and energies are approximate.
This geometry differs little from another in the collection (a relaxation step or a small displacement).

Settings
functional: PBE
potential files: Ansatz PAW
basis: plane waves
wave-function cutoff: 580 eV
density cutoff ratio: 5
exchange-correlation grid ratio: 1
k mesh: 1 x 1 x 1, Gamma-centred
self-consistency stop: 5e-08 eV per atom in the density residual
occupations: fixed
spin: none
net charge: 0

Cell vectors (angstrom)
a	11.6015	0	0
b	0	10.938	0
c	0	0	32.8101

Atoms and the computed forces on them: element, x, y, z (angstrom), force x, y, z (eV/angstrom)
Si	-0.2334	0.0623	23.9678	0.0047	0.0005	0.0077
Si	3.8543	0.1039	24.0163	-0.006	0.01	0.0092
Si	7.779	-0.0911	24.3943	0.0145	-0.0021	0.009
Si	1.8322	1.3394	23.9453	0.001	-0.0145	0.01
Si	5.9109	1.3157	24.0786	0.0012	-0.0039	0.009
Si	9.5271	1.4683	24.2996	-0.0136	0.0034	0.0172
Si	0.2712	5.5948	24.0646	-0.0022	-0.0041	0.0113
Si	3.8574	5.4446	24.3331	-0.0096	0.0069	0.0086
Si	7.8313	5.3689	24.1124	0.0113	0.0065	0.01
Si	2.1425	7.0501	24.1768	0.0099	-0.0006	0.0111
Si	5.8652	6.6329	23.9721	0.01	0.0027	0.0143
Si	9.7761	6.7239	24.1012	-0.0076	-0.0049	0.0062
Si	1.9043	2.6838	25.9899	-0.014	0.0072	-0.0137
Si	5.83	2.6878	26.0474	-0.014	0.0021	-0.0042
Si	9.7206	2.8582	26.143	-0.0118	0.0013	-0.0225
Si	0.077	4.1948	26.026	0.0042	0.0022	-0.0061
Si	3.8758	4.019	26.1763	0.0165	-0.0007	-0.0112
Si	7.7375	4.0994	26.0994	0.012	-0.0099	-0.0175
Si	1.9661	8.3846	26.0685	0.0012	0.0021	-0.0206
Si	5.7746	8.1384	25.9176	0.0006	-0.0071	-0.0127
Si	9.7371	8.1142	26.0657	-0.0036	0.0016	-0.0157
Si	-0.0347	9.6427	25.9744	0.0002	0.0026	-0.0054
Si	3.9351	9.6758	26.0023	-0.0047	-0.0069	-0.0138
Si	7.7479	9.4019	26.1825	-0.0025	-0.0001	-0.018
Si	0.0051	0.0013	27.9648	-0.0007	0.0074	-0.0029
Si	3.8983	0.021	27.9817	0.0094	0.0097	0.0075
Si	7.7609	-0.0171	27.9974	0.0025	0.0024	0.0002
Si	1.939	1.3591	27.9571	-0.0019	-0.0055	0.0073
Si	5.8356	1.3507	27.9916	-0.0033	-0.011	-0.0024
Si	9.6928	1.3698	27.9871	0.0013	-0.0083	0.0042
Si	0.0464	5.4911	27.993	0.0002	0.0063	-0.0043
Si	3.855	5.4768	28.0172	-0.0017	0.0067	-0.0029
Si	7.7207	5.4996	27.989	-0.0075	0.0075	0.0101
Si	1.9503	6.8891	27.95	-0.0016	-0.0068	0.0032
Si	5.7753	6.8446	27.936	0.0044	-0.0062	-0.0032
Si	9.6964	6.8039	28.0082	0.0028	-0.007	0.0063
Si	1.9336	2.7345	29.9109	-0.0142	-0.0523	-0.1253
Si	5.8008	2.7345	29.9109	0.0935	0.0622	-0.0164
Si	9.6679	2.7345	29.9109	-0.0171	0.0352	0.0408
Si	0	4.1018	29.9109	0.1368	-0.0146	-0.0148
Si	3.8672	4.1018	29.9109	-0.0768	-0.0079	0.2553
Si	7.7343	4.1018	29.9109	-0.0514	0.0512	0.0024
Si	1.9336	8.2035	29.9109	0.0474	0.1018	0.0096
Si	5.8008	8.2035	29.9109	-0.0619	0.03	-0.2665
Si	9.6679	8.2035	29.9109	0.0178	0.0252	0.0777
Si	0	9.5708	29.9109	0.0027	-0.0327	-0.1188
Si	3.8672	9.5708	29.9109	-0.0084	0.007	-0.0147
Si	7.7343	9.5708	29.9109	0.0621	-0.0391	0.2246
Si	0	0	31.8445	0.0054	0.058	-0.0283
Si	3.8672	0	31.8445	-0.0069	0.0917	0.0085
Si	7.7343	0	31.8445	-0.0149	0.0051	0.0216
Si	1.9336	1.3673	31.8445	0.0157	-0.0178	-0.0633
Si	5.8008	1.3673	31.8445	-0.0163	-0.0712	0.0371
Si	9.6679	1.3673	31.8445	-0.0102	-0.0248	0.0311
Si	0	5.469	31.8445	0.002	0.0285	0.007
Si	3.8672	5.469	31.8445	0.0043	-0.022	0.0347
Si	7.7343	5.469	31.8445	0.0256	0.0385	-0.0069
Si	1.9336	6.8362	31.8445	0.0003	-0.06	-0.0383
Si	5.8008	6.8362	31.8445	0.0157	-0.0811	-0.0159
Si	9.6679	6.8362	31.8445	0.0077	-0.0608	0.0289
Si	1.9336	2.7345	0.9679	-0.0304	0.0326	-0.1559
Si	5.8008	2.7345	0.9679	0.0139	-0.0253	0.1063
Si	9.6679	2.7345	0.9679	0.0874	0.0318	0.0733
Si	0	4.1018	0.9679	-0.0568	0.04	-0.035
Si	3.8672	4.1018	0.9679	0.074	-0.006	0.0409
Si	7.7343	4.1018	0.9679	-0.0985	-0.0366	0.0159
Si	1.9336	8.2035	0.9679	0.0365	0.0157	0.026
Si	5.8008	8.2035	0.9679	-0.0572	0.1073	-0.1815
Si	9.6679	8.2035	0.9679	-0.0799	-0.0012	0.1151
Si	0	9.5708	0.9679	-0.0567	-0.0273	-0.0478
Si	3.8672	9.5708	0.9679	0.0544	-0.0262	0.095
Si	7.7343	9.5708	0.9679	0.0568	0.0089	0.0472
Si	-0.0004	-0.0187	2.9061	0.008	0.0035	-0.0082
Si	3.8741	0.0054	2.9147	-0.0032	0.0109	-0.0016
Si	7.7665	0.0172	2.8934	0.008	0.0105	-0.0084
Si	1.9378	1.339	2.8577	0.0018	-0.0104	-0.0059
Si	5.8223	1.3565	2.919	-0.0009	-0.0072	-0.007
Si	9.6778	1.3837	2.9183	-0.0063	-0.0105	0.0004
Si	-0.0283	5.4995	2.8835	-0.0093	0.008	-0.0087
Si	3.8736	5.4636	2.906	-0.0065	0.0055	0.0009
Si	7.6846	5.4745	2.8947	-0.0104	0.015	-0.0017
Si	1.9379	6.8131	2.8875	0.0087	-0.0091	-0.0082
Si	5.7829	6.8671	2.8938	0.0031	-0.0088	-0.0065
Si	9.6163	6.8284	2.916	0.0071	-0.0065	-0.0016
Si	1.9063	2.7436	4.7297	-0.0214	-0.0028	0.0141
Si	5.7828	2.664	4.8967	-0.0255	0.0129	0.0084
Si	9.5979	2.8181	4.817	-0.0304	0.0117	0.0089
Si	-0.0169	4.0965	4.7673	0.0115	-0.014	0.0162
Si	3.8956	4.047	4.8105	0.012	-0.0067	0.0078
Si	7.6776	4.1695	4.8647	0.0204	-0.006	0.0107
Si	1.9919	8.1169	4.8486	-0.0142	0.0052	0.0129
Si	5.8287	8.3621	4.7387	-0.0081	0.0042	0.02
Si	9.6209	8.147	4.8885	-0.0077	0.001	0.0167
Si	-0.0053	9.4085	4.7491	0.0188	-0.0032	0.0275
Si	3.8318	9.618	4.8843	0.0179	-0.0004	0.0106
Si	7.783	9.6845	4.8767	0.0097	-0.0031	0.0128
Si	-0.2481	-0.0437	6.5047	0.0105	-0.0192	-0.0142
Si	3.5581	-0.0199	6.904	0.0085	0.001	-0.0086
Si	7.6471	0.1038	6.8828	0.001	0.0051	-0.0107
Si	1.6911	1.3312	6.5888	-0.0192	0.0152	-0.0109
Si	5.6395	1.3389	6.9481	-0.0039	-0.0227	-0.0068
Si	9.6493	1.495	6.7642	0.0085	-0.0039	-0.0162
Si	0.0986	5.4014	6.7239	0.0125	0.0033	-0.0111
Si	4.1534	5.4299	6.711	0.0214	0.0106	-0.0038
Si	7.7447	5.5782	6.8275	-0.0153	0.0088	-0.01
Si	2.1267	6.611	6.7245	-0.0167	0.0108	0.0008
Si	5.9006	7.0222	6.6191	0.0003	-0.0094	-0.0107
Si	9.8299	6.8059	6.8907	0.0056	-0.0039	-0.013
O	5.8127	2.3304	8.2828	0.0014	0.0167	0.0052
O	2.2784	7.4016	8.1635	-0.0084	0.0029	-0.0012
O	5.7461	8.0006	7.9764	0.0056	0.011	0.0016
O	11.6356	4.5511	8.1589	-0.003	-0.0126	0.0084
O	7.598	9.9783	8.1743	-0.0141	-0.0184	0.0122
O	10.1894	7.6803	8.2727	0.0146	0.0351	0.0183
O	2.9019	9.9964	8.16	0.0018	-0.03	0.0198
O	10.293	2.2641	8.1335	0.0159	0.0197	0.0174
O	7.3028	4.5766	8.0983	-0.0087	-0.01	0.0044
O	4.5687	4.6518	8.149	0.0116	-0.0109	0.0071
O	-0.7118	10.2221	7.9667	-0.0183	-0.0239	0.0114
O	1.4307	2.3006	7.9181	-0.0002	0.002	0.0012
O	2.4316	7.8267	22.71	0.0052	0.0128	-0.0148
O	1.8877	2.2835	22.5657	0.0018	0.0174	-0.0128
O	6.3894	2.1926	22.7269	0.0152	0.0144	-0.0144
O	3.8719	10.0712	22.6743	-0.0052	-0.0183	-0.0154
O	5.8898	7.1922	22.3993	-0.0019	0.0046	-0.0228
O	8.1056	9.9528	23.0147	-0.0001	-0.0045	-0.0059
O	3.4447	4.3593	23.1334	-0.0007	-0.0066	0.0018
O	9.6357	7.7343	22.7988	-0.0057	0.0125	-0.0067
O	0.7158	4.6444	22.7509	0.0102	-0.0079	-0.0063
O	7.7536	4.4873	22.6945	-0.0004	-0.0097	-0.0085
O	-0.792	10.1032	22.6413	-0.0103	-0.0134	-0.0095
O	9.1303	2.2446	22.8636	-0.0098	0.0114	-0.0139
Si	2.2586	8.7557	9.0341	-0.0149	0.0076	-0.0197
Si	3.1253	10.0923	16.8177	-0.0019	-0.0009	-0.0001
Si	1.5007	-1.1429	19.2872	0.0006	-0.001	0.0028
Si	7.571	4.0222	13.9805	-0.0046	-0.0022	0.0054
Si	3.1219	8.9658	21.745	0.0001	-0.0013	0.0087
Si	3.4479	12.8722	15.541	-0.0016	-0.0024	-0.0031
Si	9.4161	9.2734	22.3141	0.0112	-0.0025	0.0125
Si	-2.8221	1.9686	12.4126	-0.0028	0.0005	0.0078
Si	11.7115	2.9822	8.5971	-0.007	-0.0045	-0.0075
Si	2.1127	3.8842	22.3133	-0.0112	-0.0061	0.0046
Si	13.6551	6.7812	15.1283	-0.0012	-0.0012	0.0009
Si	4.6457	4.3604	17.2749	-0.0009	0.0017	-0.002
Si	8.5979	8.5837	11.0848	0.0045	0.0001	0.0019
Si	6.3527	9.6949	12.8081	-0.0001	-0.0015	0.0078
Si	10.8527	11.8298	18.3952	0.0003	-0.0029	-0.0047
Si	0.2606	13.3378	15.8676	-0.0025	-0.0029	0.0029
Si	8.4228	8.0036	19.7535	-0.005	0.0069	-0.001
Si	5.4465	7.2708	20.8228	-0.0025	0.0037	0.0017
Si	-0.7985	9.0025	9.0301	0.0144	-0.0046	-0.0032
Si	9.2143	17.4559	13.3889	-0.0036	0.001	0.0009
Si	3.3183	16.0797	19.748	0.0017	-0.0008	0.0006
Si	7.6986	4.2323	17.1917	0.0004	-0.0016	-0.0021
Si	9.8161	16.5376	18.8542	-0.0003	0.0004	-0.0068
Si	6.5618	8.9945	8.9793	-0.0022	-0.0028	-0.0066
Si	4.3216	9.5552	10.9328	-0.0029	-0.0077	0.0005
Si	-0.5818	0.565	13.4911	-0.0016	0.0005	0.0041
Si	1.1082	6.8575	18.252	0.0001	-0.0008	0.0018
Si	12.0607	9.2228	15.1846	-0.0012	-0.001	-0.0004
Si	-2.6067	2.8545	19.426	-0.0077	-0.0022	-0.0012
Si	4.4013	11.9429	12.6131	-0.0039	-0.0005	0.0071
Si	11.7961	4.788	14.0418	0.0011	-0.0058	0.0006
Si	6.1236	3.0558	11.6317	-0.0019	0.0085	0.001
Si	7.4086	8.277	15.2858	0.001	-0.0001	0.0001
Si	5.9285	3.9112	8.7124	0.0016	0.0013	-0.0059
Si	4.6402	7.3364	16.1305	-0.003	-0.004	0.0002
Si	11.4993	2.7546	11.6868	0.0112	0.0063	-0.0047
Si	7.778	2.9229	22.2235	-0.0088	-0.0093	0.0157
Si	9.4992	-1.5465	17.0507	-0.0026	-0.0035	0.0025
O	-0.1373	13.0035	17.417	0.0016	-0.0006	-0.0027
O	11.9539	1.3217	12.3667	-0.003	-0.0053	-0.0022
O	2.7991	10.2268	18.4058	-0.0007	-0.0041	-0.0054
O	12.0528	2.9154	10.1837	-0.0039	-0.0018	0.0141
O	10.6907	5.9661	13.796	-0.0015	-0.0023	-0.0033
O	6.0678	4.0432	10.336	0.0024	-0.0036	0.0104
O	19.3776	-1.2928	12.02	-0.0063	0.001	0.0001
O	13.2794	17.6937	16.7281	-0.0007	-0.0026	-0.0039
O	3.6385	7.1138	14.8382	-0.001	-0.0008	-0.0013
O	12.7024	7.9178	14.4778	-0.0015	-0.0014	-0.0039
O	2.4845	4.1978	20.7777	0.0078	0.0071	-0.0128
O	8.2361	5.253	13.1645	0.0022	0.0064	-0.0049
O	8.3237	2.8904	17.9159	-0.0023	-0.001	-0.0013
O	7.4904	8.0744	9.9771	-0.0005	-0.0006	-0.0074
O	6.1924	14.7247	13.1132	0.0015	-0.0004	-0.0011
O	9.0136	9.1685	20.7387	-0.0083	-0.0083	-0.0113
O	6.4664	19.9987	14.2601	0.0009	-0.0022	-0.0008
O	6.7889	7.727	19.9526	0.0034	-0.0008	0.0027
O	10.8237	8.8591	16.2146	-0.0005	-0.0014	-0.0015
O	7.8554	2.8344	20.5979	0.0079	-0.0005	-0.0161
O	11.2781	6.0798	18.3239	0.0006	0	0.0056
O	8.5878	7.3824	14.6167	-0.0028	-0.0022	-0.0063
O	8.488	2.6898	13.8472	0.0006	-0.0018	-0.0036
O	7.4176	2.0235	11.5109	0.0023	-0.0034	-0.0076
O	4.2655	8.4006	20.7219	0.0063	-0.0038	0.0024
O	9.9458	12.491	19.5705	0.0003	-0.0013	0.0038
O	12.0155	3.9422	12.6686	-0.0041	0.0001	0.0007
O	-0.087	10.0108	13.8572	-0.001	-0.0013	-0.0025
O	2.2492	-4.6688	19.2502	-0.0095	0.0046	-0.0027
O	4.6969	5.8775	20.3177	-0.0083	-0.0075	0.0004
O	12.4571	8.4035	18.7174	0.0015	-0.0038	0.0007
O	9.1925	6.5866	19.9957	0.0056	-0.01	0.0001
O	3.6986	4.0781	18.567	0.0023	-0.0068	-0.0055
O	6.282	7.3582	16.0505	0.0017	-0.0001	-0.0035
O	-1.6322	15.0936	19.5858	-0.0011	0.0015	0.0033
O	6.1897	4.3095	17.778	-0.0024	-0.0027	0.0006
O	3.6775	12.5371	13.9467	-0.0011	-0.0014	0.0015
O	-1.76	9.3159	10.3151	-0.0012	-0.001	-0.0052
O	4.3641	5.9392	16.938	-0.0007	-0.003	-0.0007
O	8.176	-1.4936	16.1072	-0.0033	-0.0044	-0.0024
O	9.2154	7.3812	12.0018	-0.0018	-0.0089	0.0054
O	1.6674	5.3944	14.39	-0.0022	-0.0026	-0.0029
O	4.3185	3.2246	16.1116	-0.0012	-0.0024	0.0006
O	-0.236	14.8163	15.3484	-0.0006	-0.0019	-0.0014
O	-1.7272	13.7622	11.5611	-0.0013	-0.0024	-0.0048
O	9.4958	0.5633	12.8678	0.0019	-0.0033	-0.0045
O	5.4377	9.9222	9.757	-0.0055	-0.001	0.0008
O	8.7191	5.454	17.6159	-0.0013	-0.0026	-0.0002
O	-0.5201	12.2774	14.9205	0.0002	-0.0028	-0.0039
O	13.2963	-0.9719	15.9895	-0.0006	-0.0027	-0.0012
O	4.1331	-2.1453	16.7181	-0.002	0.0004	0.0007
O	3.1789	8.5723	10.3616	0.0088	0.0008	0.0067
O	3.6066	10.8523	11.6662	-0.0005	0.0051	-0.0041
O	0.7314	8.8945	9.5884	-0.0094	0.0059	-0.0245
O	1.8762	13.2384	15.7258	0.0004	-0.0022	-0.0008
O	8.9577	8.4497	18.2716	0.0043	0.0022	-0.0071
O	3.8399	11.4857	16.3373	-0.0026	-0.0023	0.0001
O	1.942	-1.2916	20.8483	-0.0037	0.0011	-0.0102
O	9.8559	10.8884	17.5279	-0.0021	-0.0053	-0.0002
O	5.205	-2.1467	12.0678	0.004	-0.0029	-0.0024
O	4.7202	2.2435	11.6108	-0.0028	-0.008	-0.0056
O	5.8177	11.2204	13.0337	-0.0004	-0.0006	-0.0057
O	7.4757	4.2686	15.5754	0.0002	-0.0001	-0.0021
O	11.9947	0.0331	19.1553	-0.0009	-0.0015	0.0013

Results
free energy: -142857.085 eV
free energy less fixed offsets of O -568.88, Si -635.61 eV per atom: 3.415 eV

The program warned: the cutoff lies below the one the program advises for these potential files; the forces do not sum to zero within the program's tolerance; the exchange-correlation potential is rough where the density is thin.
